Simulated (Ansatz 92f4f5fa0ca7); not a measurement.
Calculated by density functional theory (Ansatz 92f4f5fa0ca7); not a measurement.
Periodic cell of 254 atoms, Si144O106N4, from a study of silicon, its oxide and their interface. The atomic structure is a simulated model.
This geometry differs little from another in the collection (a relaxation step or a small displacement).

Settings: functional r2SCAN; potential files Ansatz PAW; basis plane waves; wave-function cutoff 800 eV; density cutoff ratio 5; exchange-correlation grid ratio 1; k mesh 1 x 1 x 1, shifted by 0.5 0.5 0 of a step; self-consistency stop 1e-10 eV per atom in the density residual; occupations fixed; spin none; net charge 0.

Cell vectors (angstrom)
a  10.887  0  0
b  0  10.887  0
c  0  0  35.8817

Atoms and the computed forces on them: element, x, y, z (angstrom), force x, y, z (eV/angstrom)
Si  -0.4475  -0.3346  -0.1403  0.0021  0.0011  -0.0069
Si  3.1024  2.4419  -0.2836  -0.0008  -0.002  -0.0039
Si  -0.369  5.6372  0.2609  0.0005  -0.0011  -0.0037
Si  3.1991  7.5479  -0.0839  -0.0007  0.0009  -0.0017
Si  5.3853  0.2598  0.0531  -0.0007  0  -0.0034
Si  7.7152  3.2898  0.1907  0.0005  0.0005  -0.0028
Si  5.4076  5.3667  0.4001  -0.0008  -0.0004  -0.001
Si  8.3809  7.8853  0.3271  -0.0009  -0.0024  -0.0037
Si  1.1875  1.3109  0.8567  0.0005  0.001  -0.0004
Si  3.9675  3.9083  1.4435  0.0007  -0.0015  0.0023
Si  1.4442  6.6977  1.3241  0.0004  -0.0005  -0.0001
Si  4.1488  9.4155  1.1408  0.0002  -0.001  0.0001
Si  6.7873  1.4816  1.4362  0.0005  0.0007  0.0014
Si  9.3349  4.2018  1.6366  0.0019  -0.0006  0.001
Si  6.7948  6.7669  1.6059  -0.0001  0.0003  -0.0008
Si  9.4826  9.4512  1.6436  0  -0.0001  0.004
Si  -0.0315  2.6536  2.5465  -0.0004  -0.0012  -0.0018
Si  2.6335  -0.0465  2.4142  0.0011  -0.0009  0.0008
Si  0.1043  8.0932  2.7858  0.0005  -0.0006  0.0006
Si  2.655  5.3251  2.7666  0.0007  0.0008  0.001
Si  5.4006  2.7045  2.8528  0.0001  -0.0009  0.0005
Si  8.1072  0.0443  2.7893  0.0004  0.001  0.0015
Si  5.4041  8.2158  2.7538  -0.0019  0.0009  -0.0003
Si  8.0986  5.4968  3.0524  -0.0001  -0.0006  0.0007
Si  1.2745  3.9814  4.0572  -0.0002  -0.0005  0
Si  3.9781  1.2645  3.9999  -0.0002  -0.0012  -0.0002
Si  1.4171  9.5526  4.0303  0.001  0  -0.0003
Si  4.0528  6.7707  4.0533  0.0001  -0.0003  -0.0006
Si  6.7357  4.059  4.2507  -0.0001  -0.0005  0.0003
Si  9.552  1.3652  4.05  -0.0004  0  0.0001
Si  6.7523  9.5567  4.1246  -0.0004  0.0003  0.0008
Si  9.576  6.8379  4.2207  0.0001  -0.0002  0.0026
Si  0.0128  0.0003  5.4089  -0.0002  -0.0013  0
Si  2.6807  2.6687  5.4089  0.0006  -0.0002  -0.0009
Si  0.0031  5.3789  5.4848  -0.0003  0  -0.0001
Si  2.7368  8.1642  5.4167  -0.0002  -0.0016  -0.0004
Si  5.3719  -0.0099  5.4476  0  -0.0004  -0.0001
Si  8.1944  2.6879  5.4718  -0.0002  -0.0004  -0.0001
Si  5.388  5.4707  5.5019  -0.0003  -0.0004  0
Si  8.155  8.2204  5.4847  -0.0002  -0.0003  0.0002
Si  1.3433  1.348  6.8103  0.0002  -0.0007  -0.0005
Si  4.0367  4.0675  6.791  -0.0005  -0.0005  -0.0001
Si  1.3783  6.7926  6.7771  0  -0.001  -0.0003
Si  4.0834  9.4937  6.822  0.0002  0.0006  -0.0004
Si  6.7992  1.3273  6.7851  -0.0001  -0.0003  -0.0004
Si  9.529  4.0485  6.8494  -0.0003  -0.0001  0
Si  6.7927  6.8187  6.8223  -0.0002  -0.0006  0.0001
Si  9.5308  9.5678  6.8106  -0.0002  0.0003  -0.0003
Si  0.0237  2.7177  8.2168  0.0003  -0.0011  0.0001
Si  2.717  -0.0134  8.1422  -0.0001  -0.0009  0.0002
Si  0.0064  8.1651  8.1124  -0.0005  -0.0011  -0.0003
Si  2.7283  5.4587  8.1708  0.0004  -0.001  0.0002
Si  5.4644  2.728  8.1037  -0.0005  -0.0008  -0.0001
Si  8.1625  0.0052  8.1958  0  -0.0011  0.0001
Si  5.4415  8.1585  8.2038  0.0007  -0.0015  0
Si  8.1669  5.4416  8.1464  -0.0001  -0.0005  0.0008
Si  1.3959  4.1245  9.5559  -0.0005  0  -0.0007
Si  4.1013  1.3783  9.4436  -0.0001  -0.0006  -0.0005
Si  1.3653  9.5053  9.4888  0  -0.0004  -0.0003
Si  4.069  6.8104  9.5743  0.0001  0  -0.0003
Si  6.8144  4.0751  9.4858  -0.0001  -0.0006  0.0001
Si  9.5366  1.3591  9.566  -0.0006  -0.0008  -0.0008
Si  6.8249  9.4904  9.5531  -0.0001  0.0001  -0.0005
Si  9.5496  6.8019  9.4662  -0.0003  -0.0013  -0.0002
Si  0.0485  -0.035  10.873  0.0001  -0.0005  0.0001
Si  2.8282  2.767  10.8499  0.0003  -0.0004  0.0007
Si  0.0302  5.5286  10.8808  -0.0003  -0.0011  -0.0003
Si  2.6622  8.178  10.9329  -0.0001  -0.0004  0.0003
Si  5.4094  0.0027  10.807  -0.0004  -0.0008  -0.0011
Si  8.1902  2.7744  10.8889  0.0003  -0.0001  0.0005
Si  5.4728  5.4198  10.8557  0.0004  -0.001  0.0015
Si  8.2182  8.096  10.8786  0.0008  -0.0002  0
Si  1.4641  1.3883  12.1288  0.0003  -0.0005  -0.0016
Si  4.1682  4.1135  12.2883  -0.0004  0.0002  0.0007
Si  1.2873  6.876  12.3813  -0.0004  -0.0001  0.0013
Si  4.0237  9.5955  12.2103  -0.0005  -0.0007  0.0004
Si  6.7785  1.351  12.1184  -0.0004  -0.0002  -0.0002
Si  9.6017  4.1714  12.2249  -0.0018  -0.0006  0.0001
Si  6.87  6.6942  12.2213  0.0004  -0.0002  -0.0002
Si  9.6109  9.4264  12.2215  0.0004  -0.0006  -0.0017
Si  0.1496  2.7835  13.4508  -0.0004  -0.0009  0.0004
Si  2.723  0.1098  13.6482  -0.0016  -0.0004  -0.0007
Si  -0.0427  8.2249  13.9167  0.0008  -0.0001  0.003
Si  2.7134  5.4857  13.6132  -0.0002  0.0011  0
Si  5.5745  2.6873  13.614  0.0013  -0.0001  0.0002
Si  8.2025  -0.016  13.3444  -0.0001  0.0002  0.0008
Si  5.4561  8.1724  13.3602  -0.0003  -0.0005  -0.0005
Si  8.2537  5.3947  13.7249  -0.0002  0.0006  0.0004
Si  1.6583  3.8464  14.9381  -0.0013  0.0004  0.0044
Si  3.9558  1.6744  14.981  -0.0006  0.0013  0.0034
Si  1.0028  10.1011  15.026  -0.0004  -0.0004  0.0038
Si  4.1693  6.88  14.7845  -0.0001  0.0002  0.0045
Si  7.4061  3.5034  14.9015  0.0002  0.0005  0.003
Si  9.6349  1.3323  14.5611  0.0013  -0.0008  0.0016
Si  6.9576  9.3932  14.6137  0.0003  0.0005  0.0044
Si  9.0754  7.113  15.1983  0.0004  0.0001  0.0023
Si  3.8349  -6.8725  18.9269  -0.0002  0.0021  0.0059
Si  1.4992  18.8835  23.9774  0.0006  0.0012  0.0005
Si  16.9654  -11.803  29.4434  0.0018  0.0022  -0.0033
Si  -23.8145  -7.7312  22.2322  -0.001  -0.0007  0.0026
Si  -10.2662  6.0035  26.313  -0.0022  -0.0003  -0.0015
Si  -6.2999  -6.9548  23.2914  0.0001  0.0004  0.0019
Si  1.6289  0.0002  21.2754  -0.0018  0.0014  0.0035
Si  17.8118  11.8112  21.6978  0.0001  0.0019  0.0042
Si  5.4348  -0.0496  17.0386  0.0048  -0.0002  0.0055
Si  -5.1092  26.8845  16.7591  -0.0026  -0.0005  0.0071
Si  3.0315  8.9086  17.0522  0  -0.0018  0.0075
Si  -17.5715  12.7149  20.9147  0.0008  0.0019  0.0047
Si  5.9865  -1.5501  22.54  -0.0012  0.0019  0.0017
Si  7.4477  -3.4576  20.7831  -0.0015  0.0013  0.0042
Si  24.393  7.838  21.415  -0.0001  0  0.0026
Si  14.6721  10.0726  24.3449  0  0.002  0.0001
Si  -4.5885  -12.1519  26.2685  0  0.0013  -0.0016
Si  -7.6543  4.3703  29.9998  0.0002  0.0001  -0.0045
Si  -8.6097  12.8709  27.9927  -0.0009  -0.0002  -0.0026
Si  4.8306  6.0274  21.1865  0.0011  0.0007  0.0038
Si  2.9406  -11.7255  29.3806  0  0.0004  -0.0039
Si  9.1259  3.5952  19.1257  0.0007  -0.0002  -0.0046
Si  7.9923  0.7044  18.8756  0.0005  0.0006  0.0084
Si  -12.2178  -17.7614  33.949  0.0017  0.0012  -0.0088
Si  18.2674  -3.1201  24.4768  0.0004  -0.0019  -0.0009
Si  -13.7186  -4.512  18.0374  0.0011  0.0014  0.0078
Si  -0.0123  1.2895  23.5872  -0.0004  0.0014  0.0012
Si  -13.5683  -11.2933  24.1978  0.0008  0.0005  -0.0004
Si  1.1236  -14.3268  18.9925  0.0002  -0.0013  0.0063
Si  -4.8976  3.9144  30.9984  0.0002  0.0003  -0.0039
Si  19.0489  5.9368  32.1755  0.0003  0.0006  -0.0045
Si  -21.2907  -7.8924  26.0505  0.0021  0.0006  -0.0015
Si  -14.3689  -6.236  24.4492  0.0002  -0.0002  0
Si  -9.986  15.4434  17.9184  -0.0001  0.0016  0.0089
Si  -9.5733  19.7242  33.7721  -0.001  0.0018  -0.0064
Si  -0.4061  7.5893  31.3454  -0.0006  0.0004  -0.0063
Si  7.8837  1.6126  30.043  0.0003  0  -0.004
Si  -8.932  0.3432  32.0189  0.0008  0.0009  -0.0057
Si  7.7776  -0.7569  34.2508  0.0005  0.0005  0.0034
Si  -0.6473  -1.009  19.7599  -0.0001  0.0015  0.0059
Si  -3.059  8.7682  31.5821  -0.0001  -0.0004  -0.0037
Si  -12.6501  4.448  26.6392  -0.0003  0.0016  -0.0021
Si  -8.1066  2.0829  24.9319  -0.0012  0.0002  -0.0001
Si  -0.7061  13.5901  28.6814  0.0004  0.0005  -0.004
Si  -12.2169  -2.4201  22.5132  0.0012  0  0.0026
Si  21.2049  -8.7305  31.5837  -0.0002  0  -0.0053
Si  12.6746  28.8901  29.0737  0.0006  -0.0003  -0.0039
Si  -7.3274  13.8401  32.5409  0.0011  0.0009  -0.0049
O  -0.6393  3.3012  32.6978  -0.0001  0.0012  0.0032
O  4.1426  -3.4027  21.0117  0  0.0014  -0.0014
O  2.8245  -7.7727  29.0314  0  0.0003  0.0023
O  -3.1254  8.6502  34.9114  0.0012  -0.0022  0.0018
O  -12.4108  -2.154  31.0286  0.0001  -0.001  0.0014
O  -10.3809  11.945  32.0564  0.0011  0.0016  0.002
O  -14.1457  4.4042  26.0562  -0.0009  0.0006  0.0012
O  -1.7538  10.9161  34.76  0.0014  0.0002  0.0033
O  1.1283  6.6596  27.6841  0.001  0.0013  0.0024
O  17.2711  -0.0457  34.6709  -0.0002  0.0004  0.0036
O  13.492  0.4361  28.409  0.0008  0.0001  0.0008
O  -11.8945  5.8558  26.3115  -0.0009  0.0002  0.0011
O  6.1999  9.777  27.8529  0.0006  0.001  0.002
O  6.1081  18.9585  23.5272  -0.0007  0.0011  -0.0002
O  13.5442  27.602  29.5739  0.0005  -0.0008  0.0012
O  -3.3679  7.3981  32.3869  -0.0006  0.0022  0.0014
O  0.1676  8.2969  23.0937  -0.0013  0.001  -0.0006
O  -0.2544  3.6362  18.5549  0.0004  0.0005  -0.0018
O  0.9453  4.3875  16.3056  0.0013  -0.0005  -0.0045
O  6.5105  6.3201  17.5363  -0.0009  -0.0004  -0.0056
O  10.8253  8.5375  19.0613  0.0004  -0.0004  -0.003
N  11.4936  -8.5887  27.6408  -0.0003  0.0003  0.0013
O  -4.8966  3.9754  24.0958  -0.0001  0.0005  0.0001
O  -2.1636  7.2456  21.8001  -0.0007  0.0001  -0.001
O  8.3741  -5.9745  18.6128  -0.0019  0.0018  -0.0053
O  6.8587  3.9863  16.3572  0  -0.0001  -0.0031
O  5.151  5.7425  15.4243  -0.0001  -0.0003  -0.0048
O  -8.5163  9.2688  24.542  -0.0002  -0.0005  -0.0003
O  7.9721  8.3053  15.2623  -0.0034  -0.0001  -0.0047
O  -6.6517  13.4311  19.465  0.0002  0.0017  -0.0041
O  2.2762  -1.479  21.2768  -0.0001  0.0027  -0.0034
O  6.5929  0.356  18.1118  -0.0048  -0.0011  -0.0058
O  -2.0394  1.506  31.3547  0.0006  -0.0008  0.0015
O  -3.976  2.8828  30.1779  0.0005  0.0013  0.0004
O  8.0408  7.4505  19.2641  0.0001  -0.0006  -0.0054
O  -3.4944  -0.2387  25.6096  -0.0002  0.0002  -0.0006
O  2.8174  2.7813  15.4027  0.0017  -0.0013  -0.0014
O  -2.3337  2.369  15.3077  -0.0007  0.0003  0.0015
O  4.2701  9.8265  17.5822  -0.0004  -0.0003  -0.0027
O  9.5634  11.3789  24.1901  0.0001  0.0012  -0.0015
O  3.5254  7.8371  15.9421  0.0005  -0.0021  -0.005
O  -8.8347  10.3297  30.6903  -0.0004  0.001  0.004
O  6.4346  6.1745  20.9949  0.0006  0.001  -0.0024
O  1.7993  9.7726  16.4288  -0.0018  0.0021  -0.0051
O  6.1922  -0.7761  15.8334  0.0001  0.0005  -0.0029
O  3.424  -18.3393  24.299  0.0003  0.0014  0.0003
O  17.4657  -2.0955  21.1039  0.001  0.0002  -0.0015
O  7.4461  2.3357  22.2467  0.0017  0.0022  -0.0015
O  4.4492  5.3997  22.6312  0.0002  0.0014  -0.0014
O  9.2051  10.5134  18.6636  -0.0014  0.0008  -0.0023
O  -1.802  3.7149  20.7418  0  0.0006  -0.0087
N  -3.8802  10.6904  22.9538  -0.0005  0.0016  -0.0009
O  5.4372  0.8039  21.0526  -0.0011  0.0003  -0.0022
O  -4.3927  -17.4633  35.5617  -0.001  -0.001  0.0017
O  -6.4429  -12.0058  22.8777  0.0001  0.0009  -0.001
O  2.783  11.9866  21.0687  0.0008  -0.0006  -0.0022
O  0.6295  6.125  18.222  0.0006  0.0007  -0.001
O  4.6454  1.2208  16.4049  -0.0008  -0.0016  -0.0051
O  -2.4612  2.2394  18.5684  0.0001  -0.0005  -0.0024
O  -0.6775  -8.5216  22.5822  -0.0008  0.0004  -0.0002
O  -1.8055  6.6756  16.7987  0  0.0018  -0.0041
O  4.5067  -0.8059  29.7753  0.0017  0.0003  0.0018
O  -2.3782  -5.7169  33.5387  0.0014  -0.0017  0.003
O  -20.587  -6.3984  26.0887  0.0002  0.0008  0
O  -16.6139  3.219  32.2484  0.0004  0.0001  0.0026
O  4.5061  -7.9838  22.0633  -0.0002  -0.0012  -0.0026
O  -11.0912  0.3115  15.3871  -0.0001  0  -0.0022
O  2.4405  -13.6888  18.3009  0.002  0.0017  -0.0047
O  9.6598  -12.2464  21.2626  0.001  0.0005  -0.0024
O  15.5143  4.3815  17.5885  0.0031  0.0026  -0.0049
O  15.1111  5.0859  20.0465  -0.0016  -0.002  -0.0032
O  -10.2543  -3.4632  30.1447  -0.0019  0.0007  0.0018
O  -10.4569  -13.7499  32.68  0.0014  0.0007  0.0049
O  -34.9651  -6.7012  23.4385  0.0005  -0.0013  -0.0004
O  -8.6188  4.0741  18.6069  -0.0001  0.0006  -0.0019
O  -0.099  2.8389  30.1814  0.0002  -0.0001  0.0032
O  -6.0339  -17.2696  30.0036  0.0014  -0.0005  0.0013
O  7.7116  -0.9026  32.64  0.0003  0.0027  0.0103
O  -9.7811  -3.8895  25.1567  0.0003  0.0006  0
O  14.037  12.3149  32.1252  0.0013  -0.0005  0.0029
O  4.1896  -9.6525  35.3798  0.0012  -0.0021  0.0008
O  -1.429  -6.7876  28.1904  0.0004  0  0.0006
O  0.908  0.2964  22.6987  0.0011  0.0011  -0.0019
O  -9.3119  -3.8663  20.485  -0.0019  0.0023  -0.0034
O  -13.8999  11.4725  20.4654  0.0007  0.0031  -0.0066
O  -6.0554  -1.0998  25.5655  0.0004  -0.0002  0.0007
O  0.5539  -10.8282  20.0585  -0.0009  0.0005  -0.0026
O  8.6533  13.8189  34.7663  -0.0018  0.0004  0.0034
O  -7.89  2.1992  26.5438  -0.0022  0.0008  0.0026
O  6.7753  -2.0646  30.3471  0.002  0.0037  0.0018
O  2.4817  7.8822  34.3617  0.002  -0.0013  0.002
O  -1.0872  -7.6642  25.7974  -0.0001  0.0002  0.0003
O  -1.2659  -4.6857  31.4694  -0.0005  0.0003  0.0017
O  -3.2961  6.2238  24.3176  0.0001  -0.0012  0.0004
O  -10.5093  -1.5299  34.9824  -0.0017  0.0011  0.0058
O  -7.3982  0.7769  24.3326  0.0006  0.0007  -0.0015
O  -0.1265  15.5734  34.8147  -0.0007  0.0007  0.003
O  6.9121  8.1457  25.9813  -0.0001  0.0004  -0.0004
N  -2.2467  8.8256  23.945  -0.0001  0.0006  -0.0006
O  3.0992  14.0538  34.0986  -0.0001  -0.001  0.0042
O  2.0441  10.1728  33.2258  -0.0003  -0.0016  0.0027
O  -8.2954  -13.238  28.8507  0.0004  0.0004  0.0021
O  -8.4154  -3.6038  22.9202  0.0002  0.0023  -0.0014
O  -1.3535  6.8603  35.6642  -0.0006  0.0014  0.0004
N  -20.7211  -8.8669  24.7588  0.0008  0.0005  0.0004
O  -4.0029  0.3941  29.8684  -0.0004  0.001  0.0006
O  7.034  5.0684  31.4216  0.0002  0.002  0.0021
O  -1.9731  1.6733  28.7783  -0.001  0.0005  0.0018
O  -6.5007  -4.4593  35.4647  0.0003  0.0008  0.0001
O  2.7806  14.8625  31.5265  -0.0001  -0.0016  0.0034

Results
free energy: -154111.833 eV
free energy less fixed offsets of N -386.36, O -570.45, Si -639.56 eV per atom: -2.053 eV

The program warned: the cutoff lies below the one the program advises for these potential files; the forces do not sum to zero within the program's tolerance; empty levels may hold ghost states of the PAW files; the exchange-correlation potential is rough where the density is thin.
